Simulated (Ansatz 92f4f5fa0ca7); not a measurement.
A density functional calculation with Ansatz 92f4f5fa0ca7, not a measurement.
Periodic cell of 320 atoms, Si176O144, from a study of silicon, its oxide and their interface. The atomic structure is a simulated model.

Settings
functional: PBE
potential files: Ansatz PAW
basis: plane waves
wave-function cutoff: 700 eV
density cutoff ratio: 5
exchange-correlation grid ratio: 2
k mesh: 1 x 1 x 1, Gamma-centred
self-consistency stop: 5e-08 eV per atom in the density residual
occupations: Fermi-Dirac, 0.05 eV
spin: none
net charge: 0

Cell vectors (angstrom)
a 15.4691 0 0.0024
b 0 15.4691 0.0173
c -0.6126 -0.8721 22.1731

Atoms: element, x, y, z (angstrom)
Si -2.3882 -1.6077 14.864
Si -2.7269 3.4704 14.6989
Si -2.6831 6.6566 14.6837
Si -2.6355 -4.0288 14.9114
Si 1.2811 -1.254 14.6331
Si 1.3751 3.2191 14.7165
Si 1.8108 6.3383 14.2921
Si 1.3551 11.05 14.7712
Si 5.0538 -0.2574 14.6719
Si 5.0199 2.2069 14.6345
Si 5.2314 7.0373 14.8995
Si 5.2267 10.2247 14.6253
Si 8.7115 -0.4386 14.3574
Si 9.0398 2.7046 14.6353
Si 9.0749 7.2207 14.9443
Si 7.1537 10.7319 15.929
Si -0.5508 -0.9398 16.0889
Si -0.6802 3.0395 15.9069
Si -0.7149 6.925 15.9273
Si -0.6463 10.7428 16.0111
Si 3.195 -0.8501 15.9594
Si 3.2519 2.9161 16.0684
Si 3.2807 6.7548 16.0893
Si 3.3311 10.7033 16.0125
Si 6.9897 -0.7714 15.9029
Si 7.0097 2.9642 15.8308
Si 7.1498 6.8723 16.1829
Si 9.2266 10.3619 14.8217
Si -4.2902 -0.9881 16.1006
Si 10.9009 3.0188 16.0751
Si 11.0015 6.9294 16.1994
Si 11.0457 10.7566 16.2977
Si -0.0699 1.9639 -4.8606
Si 0.0206 5.8238 -4.831
Si -0.052 9.6656 -4.7923
Si 0.0165 -1.9813 -4.7077
Si 3.7632 1.8915 -4.7575
Si 3.9206 5.7114 -4.7221
Si 3.8048 9.6228 -4.8099
Si 3.9342 -1.9289 -4.8575
Si 7.6998 1.9791 -4.8474
Si 7.691 5.7147 -4.8191
Si 7.7438 9.7269 -4.7374
Si 7.7416 -1.8755 -4.9534
Si 11.626 1.9075 -4.7839
Si 11.5614 5.8039 -4.7004
Si 11.6822 9.6845 -4.5726
Si 11.6071 -1.9207 -4.567
Si -1.9337 1.9535 -3.365
Si -1.91 5.7352 -3.3949
Si -1.8652 9.6085 -3.2517
Si -1.8918 -1.9144 -3.2883
Si 1.8319 1.8728 -3.4513
Si 1.9446 5.7828 -3.4091
Si 1.8976 9.6568 -3.4349
Si 1.9916 -2.0324 -3.4616
Si 5.7649 2.0214 -3.4826
Si 5.8266 5.731 -3.3395
Si 5.7699 9.6117 -3.4566
Si 5.8573 -1.815 -3.5296
Si 9.6341 1.8861 -3.4653
Si 9.5979 5.8085 -3.4087
Si 9.6567 9.7588 -3.3397
Si 9.5872 -1.9339 -3.4196
Si -1.9244 0.0583 -1.9456
Si -1.9384 3.8527 -1.9027
Si -1.8914 7.5896 -1.957
Si -1.8884 11.596 -1.9614
Si 1.8922 -0.1118 -2.1415
Si 1.8905 3.7997 -2.1149
Si 1.9722 7.7627 -2.0295
Si 1.9632 11.5513 -2.0221
Si 5.7896 0.1495 -2.1388
Si 5.7957 3.8217 -1.9149
Si 5.82 7.6744 -2.0091
Si 5.8336 11.6439 -2.3034
Si 9.6207 -0.0563 -2.0532
Si 9.6201 3.8384 -2.1342
Si 9.623 7.8032 -2.0579
Si 9.6136 11.672 -1.9356
Si 0.0677 -0.0562 -0.6419
Si 0.0856 3.7992 -0.5827
Si 0.0692 7.6341 -0.598
Si 0.0548 11.5721 -0.6037
Si 3.8191 0.0357 -0.8013
Si 3.7632 3.7726 -0.657
Si 3.9051 7.7425 -0.5781
Si 4.0069 11.613 -0.8717
Si 7.6711 0.0753 -0.7274
Si 7.8042 3.8599 -0.5932
Si 7.7495 7.7725 -0.6041
Si 7.5751 -3.8003 -0.7414
Si 11.5471 0.0037 -0.6143
Si 11.4519 3.834 -0.6679
Si 11.5546 7.6757 -0.6851
Si -3.8589 -3.8247 -0.6435
Si 0.6979 1.8221 0.6421
Si 0.8369 5.7152 0.6047
Si -0.3545 9.6094 0.641
Si -0.2568 -1.9786 0.7312
Si 3.1366 1.8309 0.6131
Si 3.2641 5.727 0.5732
Si 3.1165 8.6979 4.469
Si 4.4095 -1.9164 0.3838
Si 8.4745 1.8937 0.5774
Si 8.3807 5.844 0.6551
Si 7.1148 9.7478 0.5905
Si 6.8271 -1.8288 0.391
Si 10.8906 1.9154 0.645
Si 10.8196 5.7804 0.5569
Si -3.5555 9.6312 0.5901
Si -3.4477 -1.9112 0.7253
Si -0.7843 2.0763 3.4474
Si -0.7362 5.0368 3.1101
Si 0.1359 9.0832 3.5734
Si 1.5671 -1.9932 3.4425
Si 4.0864 1.3542 2.7312
Si 4.1775 6.211 3.5223
Si 4.6746 9.7939 0.4643
Si 3.8041 -1.7899 2.6794
Si 7.0283 2.2576 3.2906
Si 7.2612 5.4217 3.6204
Si 7.5957 10.4139 2.8558
Si 7.7542 -1.8846 2.4958
Si 11.5269 2.265 2.9335
Si -3.5338 5.231 2.5225
Si 10.522 10.2964 3.304
Si 10.7698 -2.0004 2.7046
Si -0.1909 4.7193 10.741
Si -3.6662 1.175 10.3184
Si -2.6597 7.8306 6.9983
Si 3.5128 2.3286 5.5494
Si 0.6066 11.2298 5.4166
Si 9.1083 1.538 9.6241
Si 4.7049 10.8464 3.3797
Si -3.4859 10.5404 5.932
Si -2.3331 6.0308 9.304
Si -1.7958 6.7429 4.2372
Si 5.1831 -1.6899 11.7393
Si -0.0165 -0.1617 5.46
Si 3.6088 -1.5134 9.1723
Si 3.1638 5.1028 6.2385
Si -1.6953 -2.7482 9.5242
Si 1.8166 2.3887 10.1431
Si 1.6175 7.0645 11.3513
Si 4.6406 2.9944 11.4963
Si 10.7936 -0.1389 7.887
Si 6.345 -0.8454 7.8686
Si -3.1438 7.6838 11.735
Si 7.2524 8.4043 7.7743
Si 9.818 10.2585 8.0327
Si -1.7677 2.499 12.122
Si -3.4785 10.1948 10.1783
Si 5.6704 3.7941 6.879
Si 1.9643 9.7938 7.7643
Si 1.2966 -3.5518 9.7429
Si 0.7809 1.0398 12.5973
Si 2.6437 6.9989 8.4789
Si 4.4372 8.723 7.2394
Si 10.5938 0.0114 4.9077
Si 8.6913 4.9984 12.6598
Si 8.1508 -0.9422 11.3116
Si 9.0053 -2.3493 8.8771
Si 8.0873 5.6258 6.462
Si -3.2124 -1.3032 11.965
Si 10.9554 -3.9072 12.6279
Si -1.6058 -2.5198 6.4967
Si 2.0125 0.7323 7.6229
Si 5.6685 5.6841 12.1643
Si 1.9997 9.9971 11.9675
Si 6.3998 2.0889 9.2603
Si 7.4604 -0.1712 5.0021
Si 5.0751 10.5946 12.3177
Si 6.7085 8.2931 10.8892
Si 10.5622 6.2513 8.0068
Si 9.5248 6.9911 10.8387
O 0.4233 7.0948 14.7204
O 9.9881 -1.2182 14.9774
O 0.1212 1.6032 2.1806
O 0.5158 5.6099 2.234
O 0.4614 9.5988 2.0649
O 1.5266 8.482 4.1816
O 0.5914 -2.0353 2.125
O 5.5512 2.0554 2.6601
O 3.8109 5.4866 2.1179
O 5.7359 5.9257 3.8562
O 4.1611 10.327 1.9358
O 8.0894 1.7461 2.1723
O 7.8542 5.9848 2.2172
O 8.9634 9.8242 3.5558
O 9.3024 -1.3684 2.3306
O -2.3519 1.9255 3.0588
O -1.9976 4.8028 2.037
O -1.9626 9.6491 1.0205
O -1.844 -1.9324 1.1582
O -2.2825 -1.1069 13.2847
O -2.9098 2.6875 13.2609
O -2.7515 5.0628 14.2785
O -2.6758 7.5426 13.2874
O 11.0776 -2.3089 12.4295
O -3.1528 11.0163 13.3983
O 1.4456 10.0315 13.4942
O 1.3285 -2.8511 14.2154
O 1.1619 -0.4081 13.2236
O 1.5517 2.1975 13.4437
O -2.3548 -4.239 9.6004
O 2.3253 6.8276 12.8113
O 1.511 -4.096 11.2522
O 4.9771 -0.9702 13.1783
O 4.7038 2.6349 13.0758
O 5.8496 2.1801 10.7784
O 7.1889 4.2781 6.6266
O 5.0949 5.9829 13.6538
O 5.2315 8.578 14.3344
O 6.5814 -1.242 11.0719
O 6.2346 9.6887 11.587
O 9.0779 1.1371 14.1588
O 8.4123 -1.067 12.8973
O 1.0785 3.816 10.3244
O 9.1772 3.5738 13.2458
O 9.0846 6.1591 13.7168
O 5.1619 -3.3129 11.8578
O -0.3796 3.6116 3.7983
O 1.0816 -0.7926 4.4349
O -1.976 7.3624 8.4096
O 1.4462 -3.3535 4.3317
O 3.2589 2.0019 3.9822
O 4.2777 -0.2497 3.0529
O 3.1976 5.7134 4.7249
O 3.9163 7.8089 3.3531
O 3.6241 10.2409 4.4084
O 4.7024 -2.9877 3.4142
O 7.2401 1.3905 4.6337
O 7.2934 3.8111 3.589
O 8.1732 5.9449 4.8632
O -1.0893 8.0286 3.5191
O 7.8143 -3.4533 2.8739
O 9.4696 0.767 8.2261
O 10.7169 1.4192 4.0838
O 1.3849 8.674 11.243
O 11.2781 3.8769 3.2112
O -3.3142 6.4345 3.6338
O 10.6184 -3.5652 3.1124
O -3.9086 9.9144 4.4865
O 7.434 6.8805 7.2542
O 11.2959 -1.1535 4.0021
O 10.4956 2.146 10.2107
O -0.9792 3.9012 11.9093
O 4.6954 5.0826 6.8014
O 5.0883 2.731 5.7729
O 1.5504 10.242 6.2682
O -0.1976 -3.339 6.4708
O 0.6688 0.1611 6.9024
O -3.8922 0.0999 11.5234
O 0.257 6.1688 11.3393
O 3.5955 10.0018 7.8288
O 9.0518 -0.3777 5.2667
O 6.5267 -0.5649 6.2699
O 9.7576 6.9751 9.2307
O 10.9977 9.6434 8.9999
O 8.6546 9.2021 7.6144
O -1.8931 7.0069 5.8274
O 10.71 7.7019 11.6713
O 10.5773 10.7809 6.7043
O -1.1117 4.969 9.41
O -3.6706 5.3714 8.6226
O -2.0117 -2.1706 8.0308
O -2.3499 -1.8517 10.7046
O 6.3192 0.5813 8.6591
O 9.0749 -3.9495 8.704
O 2.6055 3.5858 6.0431
O 2.2872 5.8307 7.3909
O 5.735 7.0687 11.3298
O 1.0936 10.6366 8.806
O 1.7088 2.0199 8.5667
O 4.7463 4.6154 11.3739
O 2.6705 -0.3404 8.6141
O 9.5563 5.3555 7.1092
O 6.7232 8.4841 9.2947
O 9.0258 -2.0202 10.4719
O 10.3208 -1.68 8.1611
O 8.5058 0.532 10.7512
O 9.1333 8.77 14.378
O 7.6136 -1.7709 8.2766
O -2.369 2.0651 10.6775
O -0.5166 1.213 4.7784
O 10.9349 10.8964 11.1862
O -0.8095 1.3259 12.713
O 3.6279 9.9519 11.8987
O 1.4932 4.7431 14.1237
O 3.3178 2.5349 10.7066
O 4.0231 -1.2043 10.7153
O 7.046 -1.0807 3.7179
O 11.3199 0.0756 6.3674
O 5.5412 3.1007 8.3368
O 3.1017 1.0633 6.4633
O 4.1938 7.503 8.3036
O 9.4145 5.4172 11.2706
O 7.9512 2.6095 9.2868
O -2.6259 6.4292 10.8516
O 1.153 1.1812 11.0251
O 9.5884 -4.2549 13.4409
O 8.2216 7.8505 11.2804
O -0.3821 10.3051 4.5155
O 5.9946 9.0477 6.9366
O -2.7236 -3.49 5.8094
O -3.504 0.3687 8.9074
O 2.6375 -2.8162 9.1945
O 3.6374 8.1839 5.9169
O 11.232 7.3978 7.0499
O 2.4542 6.5783 10.0365
O 1.6453 8.2317 8.0856
O 7.1018 4.9565 12.3893
O -2.5588 9.4292 6.702
O 10.9952 9.552 1.9422
O 4.9482 -1.6311 8.2297
O 6.1875 10.2077 3.6809
O -0.08 -2.6983 9.7193
O -1.3059 -1.1462 5.6725
O -2.6549 9.0423 10.9832

Results
free energy: -193806.450 eV
free energy less fixed offsets of O -569.03, Si -635.61 eV per atom: 1.230 eV

Forces (eV/angstrom), in the order of the atoms: element, x, y, z
Si -0.0881 -0.1589 0.3234
Si 0.1042 -0.0231 0.3941
Si 0.039 0.0635 0.3229
Si 0.1362 0.0876 0.3725
Si -0.0091 0.0673 0.4276
Si -0.0336 -0.0175 0.3891
Si 0.1204 -0.0657 0.2243
Si -0.004 -0.0002 0.4806
Si 0.0184 0.0243 0.312
Si 0.0695 -0.1151 0.3611
Si 0.0175 0.0703 0.3843
Si 0.0539 0.0928 0.0496
Si -0.2776 0.0884 0.2552
Si -0.1172 0.0353 0.437
Si -0.0248 -0.0577 0.3842
Si -0.0296 -0.0263 -0.0103
Si -0.0406 0.005 -0.0208
Si 0.0023 0.0189 0.0395
Si -0.1962 -0.0133 0.2049
Si -0.0351 0.0104 -0.0582
Si 0.0169 0.0006 0.032
Si -0.0064 -0.057 0.0185
Si 0.0203 -0.029 0.0035
Si -0.014 0.0094 0.0176
Si -0.0593 0.0374 -0.0491
Si 0.0063 -0.0207 -0.0084
Si 0.0101 -0.0183 0.036
Si -0.0192 0.0345 0.4176
Si 0.2567 0.0873 0.2508
Si -0.0213 -0.045 0.0557
Si 0.0314 -0.0178 0.0387
Si 0.0304 -0.0011 0.0197
Si 0.0217 0.0026 -0.0169
Si -0.0436 -0.0122 -0.0088
Si 0.027 -0.015 -0.0214
Si -0.0447 0.0071 -0.0115
Si 0.0055 0.0025 -0.0266
Si -0.0124 0.0044 0.0362
Si 0.0623 0.0153 0.0177
Si -0.0279 -0.0094 -0.007
Si -0.0128 0.002 -0.0007
Si 0.0312 0.0376 0.0223
Si -0.0159 0.0087 0.0486
Si 0.0137 -0.0151 -0.0219
Si -0.0344 0.0175 -0.0553
Si 0.0167 0.0057 0.0063
Si -0.0151 0.0015 0.0074
Si -0.0277 -0.0008 -0.0564
Si -0.0265 -0.0145 -0.0197
Si -0.0141 0.0145 -0.0212
Si -0.0563 0.0071 0.0342
Si 0.0419 -0.0593 0.0778
Si 0.0183 0.0236 -0.0139
Si -0.0272 0.0138 -0.0189
Si 0.0092 -0.0114 0.0158
Si 0.0066 -0.0077 -0.0215
Si 0.0083 0.0387 -0.0123
Si -0.0394 0.0155 0.0089
Si 0.0311 -0.0197 -0.0179
Si -0.0136 -0.0233 0.0312
Si -0.0148 0.0363 0.0213
Si 0.0388 0.0169 0.0072
Si -0.018 -0.0132 -0.0236
Si 0.0129 0.0337 0.0039
Si 0.0167 -0.007 0.0183
Si 0.0214 -0.0391 0.0219
Si -0.0032 0.0571 0.0075
Si 0.0182 -0.011 -0.0385
Si 0.0145 0.0152 0.0583
Si 0.0293 -0.0004 0.0603
Si -0.0145 -0.0487 0.0796
Si -0.046 0.003 -0.0119
Si -0.0428 -0.0279 0.0439
Si -0.0013 0.0032 0.0225
Si 0.0462 0.051 0.0814
Si -0.0157 0.0591 0.0591
Si -0.0102 0.0198 0.0168
Si 0.0084 -0.0401 0.0519
Si 0.0157 -0.0571 0.0607
Si 0.057 0.0082 -0.0157
Si -0.0167 0.0151 -0.0131
Si 0.0444 0.0069 -0.0004
Si -0.0137 -0.0598 -0.0519
Si -0.0347 0.0111 0.07
Si 0.0168 -0.0038 -0.0587
Si -0.0272 0.028 -0.0057
Si -0.0074 -0.0039 -0.0321
Si 0.0265 -0.0016 -0.0496
Si -0.0046 -0.0138 -0.042
Si 0.0265 0.032 0.0437
Si -0.0259 0.0534 -0.0214
Si -0.0687 -0.0166 -0.0006
Si 0.0399 0.0196 -0.028
Si -0.004 0.0106 -0.0076
Si 0.0029 -0.0838 -0.0197
Si 0.0199 0.011 0.0231
Si 0.1024 0.018 -0.3699
Si 0.0436 0.0219 -0.3781
Si 0.0427 -0.038 -0.422
Si 0.0962 0.0038 -0.5577
Si 0.003 -0.0273 -0.0698
Si -0.1169 0.0299 -0.3709
Si -0.0404 0.0264 -0.0707
Si -0.0183 0.0058 -0.0369
Si 0.0774 0.025 -0.3734
Si 0.153 0.0102 -0.3987
Si -0.0146 -0.06 -0.0257
Si 0.0313 0.0584 -0.1082
Si 0.0202 0.0348 -0.1065
Si 0.0249 0.0119 -0.0855
Si -0.0239 0.0183 -0.4201
Si -0.1887 0.033 -0.2261
Si -0.0297 -0.0112 -0.2046
Si -0.105 0.1025 -0.0636
Si 0.0357 -0.0366 -0.0814
Si -0.0063 0.0186 -0.1127
Si -0.0868 0.0347 -0.3493
Si -0.0405 -0.0236 -0.1658
Si 0.1503 -0.1457 -0.3955
Si -0.0657 -0.0508 -0.3161
Si 0.0882 -0.0642 -0.1977
Si -0.0141 -0.0537 -0.2124
Si -0.0843 -0.0316 -0.4178
Si -0.1426 -0.0407 -0.2826
Si -0.0087 -0.0314 -0.3089
Si -0.1264 -0.0063 -0.3071
Si -0.0332 0.0754 -0.1546
Si 0.0448 -0.0605 -0.1879
Si 0.0047 -0.0795 0.0507
Si -0.0426 -0.0987 -0.0069
Si -0.0734 -0.0528 -0.0469
Si 0.0461 0.0735 -0.043
Si -0.0563 0.0783 -0.0946
Si 0.0582 -0.1913 -0.008
Si 0.1494 -0.0254 -0.277
Si -0.0368 -0.033 -0.0358
Si -0.0039 0.0601 0.0037
Si 0.0831 -0.1407 -0.1214
Si 0.0395 -0.0086 0.168
Si 0.042 -0.0346 -0.1136
Si 0.0302 -0.0102 0.0263
Si 0.1002 -0.0331 -0.0932
Si -0.0486 -0.0567 0.1018
Si -0.0617 -0.0015 0.12
Si 0.0063 -0.0163 0.1301
Si 0.0089 -0.0206 0.1296
Si -0.1107 0.095 0.0609
Si 0.0371 0.039 0.0222
Si -0.0399 -0.0441 0.0931
Si 0.021 -0.003 0.0459
Si 0.0578 0.0191 -0.0188
Si 0.0627 0.0289 0.1163
Si -0.0078 0.1074 0.1183
Si -0.1198 -0.015 -0.0463
Si 0.0958 -0.0538 -0.0315
Si 0.0196 -0.0047 0.021
Si 0.0427 0.0555 0.143
Si 0.035 0.1171 -0.0394
Si -0.1255 0.0303 -0.0355
Si -0.0814 0.0274 -0.1268
Si -0.0438 0.0943 0.1934
Si -0.0106 0.038 0.1056
Si -0.0317 0.1364 0.0114
Si -0.0514 0.0769 -0.0528
Si 0.096 -0.0853 0.1113
Si 0.1522 -0.0418 0.2249
Si 0.1061 -0.0814 -0.0143
Si -0.0209 0.0155 -0.0572
Si 0.129 0.0195 0.1639
Si 0.0784 0.0148 0.1255
Si 0.0078 -0.0688 -0.0359
Si 0.0823 -0.0409 -0.1107
Si -0.0339 0.0252 0.375
Si 0.0212 -0.0351 0.0762
Si 0.0689 0.077 0.0603
Si -0.0006 -0.0498 0.0521
O -0.0167 0.103 -0.0386
O 0.0399 -0.1292 -0.0002
O -0.0039 -0.1142 0.1405
O 0.1079 0.0622 0.2002
O 0.1655 0.0608 0.1149
O 0.0366 -0.1233 0.059
O 0.1803 0.0007 0.2368
O -0.0358 0.0733 -0.0799
O 0.0744 -0.0925 0.1685
O 0.0352 0.0427 0.0886
O -0.1757 0.078 0.0442
O -0.0211 -0.0159 0.211
O -0.0862 0.0845 0.1963
O 0.0161 -0.1894 0.208
O 0.0988 0.1408 -0.1445
O -0.0032 -0.093 -0.0163
O 0.0891 -0.0463 -0.062
O -0.0137 -0.0129 0.1332
O -0.1028 0.0323 0.1765
O 0.1656 0.1422 -0.1757
O -0.1529 -0.11 -0.1032
O -0.0373 0.0164 -0.1191
O 0.0475 0.1498 -0.1402
O -0.2126 0.118 -0.053
O 0.0459 -0.1503 -0.2407
O -0.0818 -0.1288 -0.1347
O 0.0265 0.0374 -0.1707
O -0.0019 -0.0413 -0.2407
O 0.1502 -0.0644 -0.0765
O 0.0721 -0.0962 -0.0626
O 0.1383 0.0722 -0.1725
O -0.0803 0.1224 0.0653
O -0.0562 -0.0778 -0.1833
O -0.0279 0.0058 -0.1228
O 0.0839 -0.0895 0.0702
O 0.1294 -0.1131 0.0292
O -0.0722 -0.1371 -0.0896
O -0.0407 0.0607 -0.0679
O -0.0004 0.0197 -0.1279
O 0.1753 -0.0152 -0.1319
O 0.0644 0.0523 -0.1317
O 0.0185 -0.1559 -0.1247
O 0.0898 0.0762 -0.0984
O 0.074 -0.0372 -0.2359
O 0.0826 -0.0483 -0.1294
O 0.0324 0.0669 -0.1085
O 0.0747 0.07 0.2672
O 0.0767 0.0996 0.0512
O 0.2094 0.1435 0.0328
O 0.1246 -0.0944 0.061
O -0.1711 0.0666 0.0973
O 0.0134 -0.0126 0.1314
O -0.158 -0.0369 0.0151
O 0.082 0.0596 -0.1224
O -0.1027 0.1393 0.1952
O 0.0068 0.0544 0.2192
O -0.0129 0.1154 0.2173
O 0.0268 0.0078 0.0983
O 0.1743 0.129 0.0087
O -0.0595 0.0465 -0.0707
O 0.0272 -0.0279 0.1492
O -0.126 0.0805 -0.1574
O -0.0699 0.0603 0.1893
O -0.1481 0.048 -0.1257
O -0.165 0.0174 0.1906
O -0.0879 0.1636 0.1862
O 0.0213 0.0106 0.0998
O 0.1181 -0.1457 0.0413
O -0.0721 -0.0121 0.0264
O 0.1902 0.0027 0.1724
O 0.0092 0.3044 0.1055
O -0.0101 0.1341 0.0494
O 0.0958 0.1659 0.1153
O 0.1717 -0.1057 -0.0874
O 0.0587 -0.0599 -0.0202
O 0.07 0.012 0.1324
O -0.0783 -0.0095 0.1478
O -0.1101 0.0498 0.0918
O -0.1336 0.0401 0.0278
O 0.1689 0.2392 0.1024
O 0.0122 -0.0643 0.1289
O -0.1288 -0.0433 -0.0111
O -0.076 0.0405 -0.0657
O -0.0234 -0.1087 -0.016
O 0.0289 0.028 -0.0844
O 0.1392 -0.1135 0.1206
O -0.0976 0.1181 0.0897
O -0.1274 0.1192 -0.0497
O 0.0233 -0.1106 -0.231
O -0.0284 -0.3033 -0.0043
O -0.0815 0.1222 0.0192
O 0.1192 0.022 -0.1084
O -0.0347 -0.0145 -0.0081
O -0.1239 -0.0225 0.0713
O -0.2821 0.0117 0.0446
O -0.1948 -0.074 0.0386
O -0.1346 0.0319 -0.1341
O -0.1571 -0.0691 0.0076
O -0.0787 0.1206 -0.0708
O -0.1204 0.107 -0.1924
O -0.0334 -0.0013 0.0551
O 0.0741 -0.2081 -0.0643
O -0.0802 0.0487 -0.0315
O 0.0911 -0.172 0.0568
O 0.0983 -0.1599 -0.0579
O -0.0459 0.0947 0.0993
O 0.0077 -0.0044 -0.1502
O -0.0748 -0.0982 -0.0618
O 0.0488 0.0753 -0.217
O -0.0318 0.0504 0.1614
O -0.1897 -0.0233 -0.1264
O -0.132 -0.1312 0.0526
O -0.0539 -0.111 -0.1592
O -0.0294 0.041 -0.1353
O 0.0282 -0.0081 -0.0684
O -0.13 0.1167 0.0573
O -0.1739 0.0282 0.1444
O 0.2062 0.0477 0.0259
O -0.0759 0.0675 0.0912
O 0.086 -0.1487 -0.0157
O 0.162 -0.1269 0.1648
O 0.0844 -0.1918 -0.1829
O 0.0693 0.2501 -0.0445
O 0.0474 -0.1182 0.0793
O -0.0039 -0.1721 -0.1523
O -0.1201 0.1046 -0.1976
O 0.0473 0.1228 0.0923
O -0.208 0.0176 0.0316
O 0.0927 0.1252 -0.1305
O -0.0704 0.0584 -0.0924
O 0.2326 -0.0346 -0.1118
O 0.0601 -0.0411 -0.0864
O -0.0099 -0.1317 0.0314
O -0.1606 0.0507 -0.1305
O 0.1166 -0.1361 -0.0116
O -0.2643 -0.06 0.0106
O -0.0265 -0.1319 -0.0554
O 0.151 0.0672 0.0732
O -0.0998 -0.1436 0.1306
O 0.0063 -0.1474 -0.122
O 0.0199 -0.1031 0.2674
O 0.0299 0.1344 0.0568
O -0.1897 0.0408 -0.0403
O 0.204 0.0641 -0.0339

The program warned: the cutoff lies below the one the program advises for these potential files.
